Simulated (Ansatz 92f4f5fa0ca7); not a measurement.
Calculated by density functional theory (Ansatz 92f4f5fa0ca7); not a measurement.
Periodic cell of 264 atoms, Si154O98B12, from a study of silicon, its oxide and their interface. The atomic structure is a simulated model.
Doubt: the cutoff is far below the 930 eV that the study's wrapper takes by default for these files, so forces and energies are approximate.
This geometry differs little from another in the collection (a relaxation step or a small displacement).

Settings
functional: PBE
potential files: Ansatz PAW
basis: plane waves
wave-function cutoff: 580 eV
density cutoff ratio: 5
exchange-correlation grid ratio: 1
k mesh: 1 x 1 x 1, Gamma-centred
self-consistency stop: 5e-08 eV per atom in the density residual
occupations: fixed
spin: none
net charge: 0

Cell vectors (angstrom)
a	11.6015	0	0
b	0	13.3963	0
c	0	0	30.8916

Atoms: element, x, y, z (angstrom)
Si	11.5968	0.0971	24.0431
B	3.8672	0.0231	24.7954
B	7.5443	0.0516	24.7611
B	2.0398	3.3196	24.7605
B	5.6871	3.199	24.8018
Si	9.7377	3.3566	24.2477
Si	11.3799	6.8225	24.2276
Si	3.821	6.7582	24.3456
Si	7.607	6.6093	24.4899
B	2.0315	10.1769	24.7726
B	5.6929	10.2244	24.8183
Si	9.5911	10.1862	24.1006
Si	11.8164	2.3227	24.9604
Si	3.8511	2.1747	24.9189
Si	7.526	2.135	24.8509
Si	1.8498	5.4227	24.7935
Si	5.6715	5.2968	25.0047
Si	9.6057	5.5978	25.2386
Si	11.765	9.1605	24.8965
Si	3.8644	9.1953	25.0047
Si	7.4754	9.075	24.8992
Si	2.0806	12.2647	24.8159
Si	5.72	12.3598	24.9278
Si	9.4286	12.4957	24.8516
Si	11.6258	2.2037	27.3387
Si	3.8713	2.2237	27.3573
Si	7.728	2.2112	27.2919
Si	1.902	5.5659	27.2473
Si	5.775	5.5553	27.3676
Si	9.683	5.5444	27.5264
Si	11.6077	8.9526	27.293
Si	3.861	8.9547	27.3912
Si	7.7197	8.9439	27.2935
Si	1.9312	12.2696	27.2716
Si	5.7915	12.2701	27.3649
Si	9.6514	12.2868	27.2615
Si	1.9433	1.0901	28.1283
Si	5.8081	1.1119	28.132
Si	9.6658	1.1004	28.1055
Si	11.6392	4.4286	28.1577
Si	3.8317	4.4674	28.1252
Si	7.7082	4.4319	28.1508
Si	1.9179	7.8035	28.1015
Si	5.8044	7.8146	28.1178
Si	9.6673	7.8353	28.1152
Si	11.5919	11.1746	28.1006
Si	3.8474	11.1776	28.1441
Si	7.7421	11.1602	28.12
Si	1.9336	1.1164	30.4966
Si	5.8008	1.1164	30.4966
Si	9.6679	1.1164	30.4966
Si	0	4.4654	30.4966
Si	3.8672	4.4654	30.4966
Si	7.7343	4.4654	30.4966
Si	1.9336	7.8145	30.4966
Si	5.8008	7.8145	30.4966
Si	9.6679	7.8145	30.4966
Si	0	11.1635	30.4966
Si	3.8672	11.1635	30.4966
Si	7.7343	11.1635	30.4966
Si	0	0	0.3944
Si	3.8672	0	0.3944
Si	7.7343	0	0.3944
Si	1.9336	3.3491	0.3944
Si	5.8008	3.3491	0.3944
Si	9.6679	3.3491	0.3944
Si	0	6.6981	0.3944
Si	3.8672	6.6981	0.3944
Si	7.7343	6.6981	0.3944
Si	1.9336	10.0472	0.3944
Si	5.8008	10.0472	0.3944
Si	9.6679	10.0472	0.3944
Si	11.612	-0.0003	2.7531
Si	3.8756	0.0119	2.7775
Si	7.7331	0.009	2.7637
Si	1.9343	3.3506	2.7677
Si	5.8039	3.3401	2.7672
Si	9.6728	3.3405	2.7693
Si	11.6065	6.7031	2.7737
Si	3.8814	6.6989	2.7534
Si	7.7579	6.6972	2.7797
Si	1.9476	10.0396	2.7398
Si	5.8267	10.0597	2.7569
Si	9.7044	10.0695	2.7495
Si	11.6033	2.2158	3.5507
Si	3.8625	2.2562	3.5731
Si	7.7445	2.2242	3.5828
Si	1.9524	5.5966	3.5468
Si	5.8067	5.574	3.5391
Si	9.6876	5.5719	3.5882
Si	11.6267	8.9437	3.565
Si	3.8825	8.9418	3.5272
Si	7.7828	8.9576	3.5239
Si	1.9435	12.2595	3.5241
Si	5.8068	12.2795	3.5669
Si	9.6727	12.299	3.54
Si	11.4516	2.0274	5.9273
Si	3.8273	2.4536	5.9564
Si	7.9076	2.0005	5.9803
Si	2.0762	5.7206	5.9626
Si	5.6746	5.482	5.9262
Si	9.6831	5.5974	5.9695
Si	11.7974	9.007	5.9922
Si	3.736	8.9826	5.9464
Si	7.7972	9.1502	5.8963
Si	1.9778	12.0523	5.9219
Si	5.7639	12.0734	5.9762
Si	9.7076	12.2083	5.9707
Si	1.9207	1.0003	6.6274
Si	5.7615	1.0698	6.671
B	9.6948	0.9232	6.0966
Si	11.6769	4.3907	6.6575
B	3.833	4.5706	6.0969
Si	7.7296	4.3594	6.6828
B	1.9785	7.8746	6.086
Si	5.8259	7.8707	6.5179
Si	9.753	7.89	6.7313
B	11.6743	11.1088	6.0837
B	3.8471	11.0463	6.0716
B	7.7489	11.2117	6.0842
O	5.6682	1.1334	8.3498
O	7.7669	4.478	8.3614
O	9.7613	7.7415	8.4028
O	6.0815	7.9729	8.1538
O	1.9085	0.8418	8.2948
O	0.1689	4.2721	8.3166
O	3.8994	7.0194	22.6955
O	9.6264	10.1201	22.4244
O	10.6444	7.0093	22.6884
O	8.0055	6.2373	22.9053
O	11.485	13.6457	22.357
O	10.1126	3.3808	22.6017
Si	5.7313	12.2504	13.3169
Si	7.7715	6.7429	15.6584
Si	7.2215	7.3932	20.033
Si	8.3155	1.9888	14.6704
Si	9.4468	4.8302	11.3363
Si	0.3432	3.9608	9.8957
Si	9.2486	6.6045	21.9187
Si	9.4124	7.7848	9.9927
Si	6.5918	5.091	18.0525
Si	4.0238	11.3576	15.5321
Si	2.7978	3.695	16.0155
Si	3.0653	8.271	18.9602
Si	0.8972	12.4699	11.9321
Si	5.2721	1.917	9.7187
Si	0.2394	8.2967	19.2612
Si	10.6679	13.3103	14.3349
Si	11.3628	9.1908	16.2853
Si	3.3505	10.7016	12.8388
Si	9.629	4.6683	14.5582
Si	5.3014	6.7668	14.1844
Si	0.8471	7.8236	13.8955
Si	1.9788	5.8389	11.7719
Si	8.3987	9.7022	16.199
Si	1.201	11.9873	16.285
Si	11.503	3.5812	16.8658
Si	3.9693	4.4655	19.5458
Si	7.4261	10.28	18.9768
Si	6.0637	1.6764	12.5003
Si	4.2236	1.9569	18.1911
Si	7.1742	1.9428	17.5744
Si	2.0989	1.2826	9.8444
Si	8.5296	11.0958	13.6161
Si	0.8064	5.1445	19.3735
Si	9.9938	10.3504	20.8513
Si	3.0532	6.9449	16.0113
Si	10.2937	3.9438	21.0865
Si	4.0093	8.0987	11.6023
Si	4.5944	10.8453	18.607
Si	9.86	1.7943	18.9245
Si	11.5486	13.1466	20.7952
Si	4.4502	6.6459	21.2335
Si	6.8888	4.5567	9.7384
Si	4.0523	4.0155	13.3284
Si	6.3573	7.6431	9.7035
Si	10.8899	9.8239	11.9075
Si	2.3272	12.9223	18.9403
O	5.7115	1.3033	17.9672
O	4.6093	7.1917	15.601
O	7.0652	8.6944	19.0826
O	4.2797	9.3172	19.0289
O	9.5182	12.1767	14.2942
O	8.6202	10.6772	20.0108
O	0.9789	6.4953	12.9236
O	2.7111	12.3276	15.7291
O	9.8281	4.8223	12.9375
O	3.0969	9.4232	11.8755
O	2.8192	7.6047	17.4835
O	2.3979	4.7927	19.201
O	1.6914	9.0327	19.3963
O	6.2724	1.3898	10.9047
O	9.4589	10.1808	12.6371
O	1.2082	2.6097	10.1629
O	5.6151	3.5281	9.6168
O	3.5148	11.856	19.2691
O	6.2353	6.0352	9.9572
O	2.1427	11.7856	12.7349
O	9.181	6.0894	15.1989
O	0.9065	10.3671	16.1165
O	7.8059	10.579	17.4222
O	7.4577	1.5618	15.9982
O	2.9343	4.6355	12.3207
O	10.6477	2.3728	17.5882
O	6.0736	11.1786	19.2207
O	7.9155	4.2989	11.0099
O	2.9509	6.9692	11.1054
O	6.8909	5.7583	16.6047
O	1.0795	5.2472	10.5704
O	4.9882	5.1347	18.4236
O	3.9273	2.9897	16.958
O	5.1651	8.4026	10.5109
O	4.4952	10.8135	16.9786
O	10.4469	8.8606	10.6665
O	8.3906	1.258	18.4362
O	3.0608	0.8383	18.3115
O	8.4442	3.5976	14.8076
O	7.8154	10.1669	14.7538
O	5.0836	2.9708	12.637
O	5.366	12.0343	14.9008
O	0.4517	6.7189	19.6636
O	7.4968	1.743	13.2785
O	0.0926	12.9418	15.5573
O	4.9992	5.1956	13.9145
O	5.9298	7.279	21.0251
O	1.5188	13.2303	20.3225
O	11.37	8.0316	15.1153
O	10.7959	9.0648	20.2309
O	10.4773	3.8003	10.5952
O	9.586	2.9616	20.0154
O	0.0443	4.7803	17.97
O	3.5293	10.2519	14.4147
O	7.8287	8.202	10.1711
O	7.3629	6.0085	19.1681
O	2.7105	5.3381	16.0953
O	7.2803	11.8963	12.9176
O	9.6342	6.338	10.7248
O	8.5729	7.6997	20.9071
O	3.2071	3.2672	14.5002
O	4.7715	11.3468	12.3571
O	6.8986	7.0181	14.3056
O	5.2907	0.394	13.0951
O	7.1361	3.5484	17.9467
O	2.2223	7.6978	14.804
O	3.4169	7.175	20.0954
O	9.9846	10.0172	16.1771
O	4.2023	2.8498	19.5661
O	3.691	1.6374	10.0963
O	0.3952	9.0617	12.8798
O	10.6826	0.6354	19.7201
O	-0.0465	13.3557	12.9508
O	9.8183	1.3047	14.5748
O	9.5182	5.3482	20.9432
O	4.4174	5.015	21.0231
O	8.0945	8.1265	16.4349
O	1.3786	3.0282	16.4538
O	11.3818	8.4015	17.7036
O	4.7504	7.6681	12.9713
O	-0.0144	11.2152	11.3533
O	1.223	12.3454	17.8797
O	1.5244	0.0548	10.7819
O	0.2556	4.217	20.6244
O	10.9992	11.6214	20.7148
O	10.9048	4.1569	15.4496

Results
free energy: -155489.209 eV
free energy less fixed offsets of B -154.04, O -568.88, Si -635.61 eV per atom: -6.549 eV

Forces (eV/angstrom), in the order of the atoms: element, x, y, z
Si	-0.0242	0.0088	0.0085
B	0.038	-0.0268	-0.019
B	-0.0351	-0.0188	-0.0128
B	-0.0026	-0.0138	-0.0219
B	0.0301	-0.0136	-0.0206
Si	0.0008	0.0201	0.0012
Si	-0.0093	-0.0176	-0.002
Si	0.0106	0.0626	0.0071
Si	-0.0201	0.0059	-0.012
B	0.0437	-0.0125	-0.0094
B	-0.0156	0.0261	-0.0118
Si	0.0008	-0.0067	-0.0046
Si	0.0041	-0.0085	0.0043
Si	-0.0382	0.0388	0.0004
Si	-0.0054	0.0233	0
Si	0.0193	-0.0085	0.0031
Si	-0.0147	-0.0124	0.0028
Si	0.0191	-0.0087	0.0096
Si	-0.0007	0.0112	0.0088
Si	-0.0309	-0.0243	-0.0087
Si	0.0078	-0.0046	0.0033
Si	-0.0328	0.0043	-0.002
Si	0.0225	0.0007	-0.0034
Si	0.029	0.0046	0.0026
Si	-0.0066	-0.0044	0.0048
Si	0.0024	-0.002	0.031
Si	-0.0001	-0.0059	0.0179
Si	0.002	0.0048	0.0118
Si	-0.0028	0.0036	0.0135
Si	-0.0039	0.0029	-0.0019
Si	-0.005	-0.0005	0.0095
Si	0.0011	-0.0008	0.0055
Si	0.0096	0.0025	0.0119
Si	-0.0029	-0.0031	0.022
Si	-0.0019	-0.0026	0.017
Si	-0.0013	-0.0048	0.0093
Si	0.007	0.0016	0
Si	-0.006	-0.0017	0.0054
Si	-0.0004	0.0004	0.0007
Si	-0.0004	0	0.0023
Si	0.0006	-0.0072	0.0007
Si	0.0017	0.0022	0.002
Si	0.0048	-0.0002	0
Si	-0.0082	0.0017	-0.0018
Si	-0.0021	-0.0008	-0.0001
Si	0.0012	0.0026	-0.0016
Si	0.0075	0.003	0.0152
Si	-0.004	0.0037	0.0083
Si	0.0546	-0.1193	0.0405
Si	-0.0061	-0.0173	0.043
Si	-0.0159	-0.0009	-0.1147
Si	0.1876	-0.1283	0.226
Si	-0.1415	-0.0563	0.0513
Si	-0.1131	-0.1998	0.1749
Si	-0.0284	-0.0984	-0.1796
Si	0.0027	-0.043	-0.0551
Si	-0.0031	0.1496	-0.0494
Si	-0.0468	0.0613	-0.2316
Si	-0.0415	0.0782	0.1456
Si	0.0135	0.0285	-0.0254
Si	0.0217	-0.0513	-0.0983
Si	0.0058	0.059	0.1236
Si	-0.0241	-0.0115	-0.0126
Si	-0.0659	0.1065	0.1045
Si	0.0893	-0.0082	0.0397
Si	-0.0192	0.0276	0.0225
Si	0.0302	0.0424	0.0198
Si	0.0184	0.0665	-0.1024
Si	0.0007	0.0362	0.0359
Si	-0.0044	-0.0023	-0.2534
Si	-0.0015	0.0133	-0.1016
Si	0.112	0.0394	-0.0944
Si	-0.0013	-0.0026	0.0028
Si	0.0039	-0.0005	0.0058
Si	0.0024	-0.004	0.0008
Si	0.0011	-0.0016	0.0036
Si	-0.0001	0.0013	0.0029
Si	0.0015	0.0016	0.0026
Si	0.0003	-0.0026	0.0051
Si	0.0021	0.0009	0.0029
Si	0.0048	0	0.0049
Si	0.0014	-0.0018	-0.0051
Si	-0.0035	-0.0013	-0.001
Si	0.0033	0.0033	0.002
Si	0.0015	-0.0003	-0.0099
Si	0	0.0023	-0.0031
Si	-0.001	0.0009	-0.0089
Si	-0.0009	0.0006	-0.0077
Si	-0.0023	-0.0013	-0.0068
Si	-0.0006	0.0022	0.0037
Si	-0.0013	0.0015	-0.0173
Si	0.0008	0.0018	-0.0108
Si	0.0033	-0.0046	-0.0126
Si	-0.0021	0.0029	-0.0192
Si	0.0004	0.0085	-0.0155
Si	0.0013	0.0029	-0.0149
Si	0.0142	0.0078	0.0048
Si	0.0013	-0.015	-0.0006
Si	-0.0243	0.0007	0.0031
Si	-0.0032	-0.0127	0.0026
Si	0.0164	-0.0025	0.002
Si	0.0004	0.0004	-0.0014
Si	-0.0068	-0.0262	0.0086
Si	0.0139	-0.0191	0.0031
Si	-0.0049	-0.0089	0.0041
Si	0.0121	0.0154	0.0074
Si	-0.0057	-0.0085	-0.0028
Si	-0.0153	0.0072	0.0033
Si	-0.0022	-0.0016	0
Si	0.0017	0.011	0.0005
B	0.01	-0.0256	0.0049
Si	-0.0113	0.0165	-0.0081
B	-0.0147	0.0134	0.0005
Si	0.008	0.0079	-0.0021
B	0.0032	0.0125	0.0089
Si	-0.0181	0.0082	-0.0046
Si	0.0037	-0.0094	-0.0039
B	-0.0047	0.0131	0.011
B	-0.0024	0.0026	0.0176
B	0.0118	0.0073	0.0263
O	0.0009	-0.0031	-0.0003
O	-0.0025	-0.0003	0.0036
O	-0.0011	0.0027	-0.0067
O	0.0006	0.0019	-0.0042
O	-0.001	-0.001	-0.004
O	0.0033	-0.0064	0.0141
O	-0.0019	-0.0146	0.0007
O	0	0	0.0063
O	0.0009	0.0075	0.004
O	0.0051	0.0045	0.0083
O	0.0064	-0.003	-0.008
O	0.0029	-0.0055	-0.0109
Si	-0.0006	-0.0003	0.0013
Si	0.0012	0.001	-0.0005
Si	-0.0024	0.0006	0.0001
Si	-0.0004	0.0011	0.0011
Si	0.0004	-0.0006	-0.001
Si	0.0006	0.0009	-0.0047
Si	-0.0004	-0.0036	-0.0078
Si	0.0011	0.0015	0.0013
Si	-0.0008	0.0015	0.001
Si	-0.0007	0	0.0017
Si	-0.0006	-0.0001	0.0013
Si	0.0015	-0.0025	0.0015
Si	0.0014	0.0014	-0.0009
Si	-0.0005	0.0001	-0.0037
Si	0.0001	0.0009	-0.0017
Si	0.001	-0.0002	0.0012
Si	-0.0003	0.0005	0.0011
Si	-0.0009	-0.0002	0.0015
Si	-0.0004	0.001	0.0002
Si	0.0011	0.0001	-0.0039
Si	-0.0008	0.0007	0.0008
Si	0.0046	0.0001	-0.0027
Si	-0.0005	0.0002	0.002
Si	-0.0005	0.0007	0.0017
Si	-0.0008	-0.0004	0.0023
Si	0.0007	0.0005	-0.0002
Si	0	-0.0002	0.0004
Si	-0.001	0.0013	-0.001
Si	-0.0009	0.0002	-0.0008
Si	0.0008	0.0008	0.0008
Si	0	-0.0006	-0.0025
Si	0.0003	-0.0009	0.0018
Si	-0.0007	-0.0006	0.0007
Si	0	0.0027	-0.0022
Si	-0.0009	0.0003	0.0028
Si	0.001	-0.0039	0.0022
Si	-0.003	-0.0017	-0.0005
Si	-0.0002	0.0001	0.0006
Si	0.0007	0.0005	0.0003
Si	0.0016	0.002	0.0035
Si	-0.0021	-0.0009	-0.0012
Si	0.0004	-0.0023	-0.0041
Si	0.0006	0.0023	0.0019
Si	0.0063	-0.0035	0.0005
Si	-0.0004	-0.0017	-0.0006
Si	-0.0014	-0.0003	0.0008
O	0.0003	0.0002	0.0024
O	-0.0003	-0.0007	0.0003
O	0.0005	0.0016	0.0024
O	-0.0009	-0.0009	0.0022
O	-0.0008	0.0001	0.0007
O	-0.0018	-0.0004	0.0038
O	-0.0008	0.0012	0.0023
O	0.0002	0.0005	0.0018
O	-0.0006	0	0.0059
O	0.0015	-0.0024	0.0013
O	-0.0006	0	0.0006
O	-0.0009	0.0002	0.0029
O	0	0.0002	0.0035
O	0.0009	-0.0003	0.0045
O	-0.0016	0.0008	0.002
O	0	-0.0006	0.0027
O	-0.001	-0.0018	0.0022
O	0.0005	-0.0001	0.0026
O	-0.0016	-0.0005	0.0039
O	0.0006	-0.0009	0.0012
O	-0.0024	0.0002	0.0007
O	-0.0001	0	0.0018
O	0.0006	0.0004	0.0013
O	-0.0002	0.0003	0.0019
O	-0.0005	0.0052	0.0006
O	0.0008	0.002	0.0007
O	0.0001	0.0001	0.0015
O	0.0009	-0.0008	0.0028
O	-0.0023	-0.0025	0.0066
O	0.0009	0.0013	0.0016
O	0.0018	0	0.0071
O	0.0013	0	0.0013
O	-0.0001	-0.0003	0.0016
O	-0.009	0.0041	0.0067
O	-0.0003	0.0006	0.001
O	0.0017	0.0022	0.0062
O	-0.0023	0.001	0.0016
O	0.0009	0.0014	0.0025
O	-0.0003	0.0002	0.0004
O	-0.0001	0.0007	0.0021
O	-0.0009	0.0006	0.0022
O	-0.0001	0.0004	0.0011
O	-0.0002	0.0004	0.0034
O	0.0003	-0.0004	0.0027
O	0.0003	0.0002	0.0005
O	-0.0009	0.0048	0.0014
O	-0.001	-0.0006	0.0022
O	0.0001	-0.0002	0.0023
O	0.0004	0.0003	0.002
O	0.0002	-0.0006	0.0034
O	-0.0001	0.0008	0.0006
O	-0.0013	0	0.0025
O	-0.0004	-0.0004	0.0015
O	0.0003	-0.0003	0.0019
O	-0.002	0.0018	0.0046
O	-0.0001	-0.0011	0.0023
O	-0.0002	0.0007	0.0011
O	0	0	0.0011
O	0.0013	-0.0031	0.0028
O	0	-0.0001	0.0033
O	0.0003	0.0007	0.0003
O	0.0002	0.0005	0.0019
O	-0.005	-0.0013	0.0026
O	-0.0004	-0.0009	0.0014
O	0.0004	-0.0004	0.0019
O	-0.0009	0.0003	0.0019
O	-0.0005	0.0055	0.0028
O	-0.0002	0.0009	0.0019
O	-0.0002	-0.0001	0.0045
O	0.0006	-0.0001	0.0022
O	-0.0001	-0.0011	0.0022
O	0.0001	0.0001	0.0032
O	-0.0008	0.0005	0.0017
O	-0.0003	0.0004	0.0007
O	-0.0008	0.0042	0.0051
O	0.001	-0.0008	0.0011
O	0.0008	-0.0007	-0.0003
O	-0.001	0.0003	0.0016
O	-0.0004	0.0011	0.0019
O	0.0004	-0.0074	0.0069
O	-0.0005	0.0002	0.0024
O	-0.0005	0.0004	0.0008
O	-0.002	-0.0039	0.0041
O	-0.0004	0.0012	0.003
O	-0.0013	-0.0006	0.0031
O	-0.0017	0.0014	0.0005

The program warned: the cutoff lies below the one the program advises for these potential files; the exchange-correlation potential is rough where the density is thin.
